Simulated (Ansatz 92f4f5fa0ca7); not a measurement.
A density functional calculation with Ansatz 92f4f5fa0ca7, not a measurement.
Periodic cell of 122 atoms, Si78O44, from a study of silicon, its oxide and their interface. The atomic structure is a simulated model.

Settings
functional: r2SCAN
potential files: Ansatz norm-conserving
basis: plane waves
wave-function cutoff: 1300 eV
density cutoff ratio: 4
exchange-correlation grid ratio: 1
k mesh: 2 x 2 x 1, shifted by 0.5 0.5 0.5 of a step
self-consistency stop: 5e-08 eV per atom in the density residual
occupations: Fermi-Dirac, 0.05 eV
spin: none
net charge: 0

Cell vectors (angstrom)
a	10.88	0	0
b	0	10.88	0
c	0	0	17.7584

Atoms and the computed forces on them: element, x, y, z (angstrom), force x, y, z (eV/angstrom)
Si	-2.7186	1.7528	1.4165	-1.8552	0.6383	-0.9846
Si	1.8458	2.1611	1.7089	0.6794	-1.4343	0.0654
Si	-0.3883	6.391	0.273	3.917	-3.2862	2.1773
Si	2.1929	8.7564	-1.2755	-3.0855	-2.8902	0.3887
Si	3.5361	0.2359	-0.7156	4.4496	0.3897	2.428
Si	7.8401	1.2474	-1.5134	0.4062	2.2315	-0.6781
Si	4.851	5.2542	-0.7675	-1.7903	2.7904	-1.1409
Si	7.8332	8.3522	0.2697	0.8787	0.5454	-1.6052
Si	-1.1497	0.8375	-0.0543	0.3035	0.1514	0.2365
Si	3.5499	3.895	1.7616	2.148	-5.6549	-2.1559
Si	1.6546	6.883	1.3128	-1.0953	2.961	-1.3953
Si	4.3887	9.9114	1.6432	0.8982	0.566	-0.2003
Si	5.8176	0.6813	0.5232	-1.4474	0.2747	1.8614
Si	9.3837	3.7759	1.43	-0.2558	2.307	0.303
Si	6.7308	6.6864	1.4394	-3.1496	1.5274	-1.9769
Si	9.3461	9.8204	1.3207	1.3883	-2.2208	-0.64
Si	-0.0466	2.7841	2.8316	0.3309	-0.3379	0.5994
Si	2.6607	-0.0134	2.8017	0.4364	1.8483	-0.3833
Si	0.008	8.2239	2.7278	0.4683	0.7857	-1.2489
Si	2.6844	5.4838	2.6639	-1.5943	3.2418	3.5149
Si	5.4843	2.7632	2.7243	-0.9249	-0.7932	-0.9234
Si	8.1557	-0.0329	2.8227	-0.6486	0.8093	1.4871
Si	5.4304	8.1693	2.7289	0.0276	-0.3929	0.7543
Si	8.1275	5.5034	2.7156	0.8144	-2.0467	0.4448
Si	1.36	4.08	4.1209	0.3254	0.3846	0.3694
Si	4.08	1.36	4.1209	0.129	0.3266	-0.1256
Si	1.36	9.52	4.1209	-0.6088	0.0054	0.7151
Si	4.08	6.8	4.1209	0.0446	0.2047	-0.1861
Si	6.8	4.08	4.1209	-0.0069	0.473	-0.0941
Si	9.52	1.36	4.1209	0.4189	-0.6399	0.6881
Si	6.8	9.52	4.1209	-0.4617	-0.2313	0.5642
Si	9.52	6.8	4.1209	-0.2526	0.5104	-0.4042
Si	0	0	5.4946	-0.0578	0.1394	0.4068
Si	2.72	2.72	5.4946	0.2285	-0.2031	-0.0255
Si	0	5.44	5.4946	-0.4327	0.3602	-0.2625
Si	2.72	8.16	5.4946	0.0317	0.021	-0.4479
Si	5.44	0	5.4946	-0.3618	-0.0492	-0.3675
Si	8.16	2.72	5.4946	0.1489	0.1468	-0.3033
Si	5.44	5.44	5.4946	-0.2147	-0.0564	0.0057
Si	8.16	8.16	5.4946	0.1312	-0.491	0.5623
Si	1.3994	1.3144	6.8571	0.8112	-0.4232	0.2294
Si	4.0949	4.077	6.8968	0.7902	-0.3214	-0.1545
Si	1.3434	6.8264	6.8148	-0.2671	1.6652	0.8168
Si	4.1576	9.4367	6.8451	-0.9006	1.4911	-0.2282
Si	6.7698	1.377	6.8113	-0.7222	-0.054	-0.7017
Si	9.5431	4.041	6.8478	0.9848	-0.5266	-0.6063
Si	6.8396	6.6957	6.9205	-0.0633	0.1253	-0.0312
Si	9.5048	9.5135	6.9138	-1.2795	1.6247	-3.1154
Si	0.209	2.8348	8.1854	-0.1102	-0.7238	0.5652
Si	3.0489	0.089	8.4519	-2.552	0.0684	-1.1156
Si	-0.2449	8.5402	8.3841	0.6344	-4.8366	0.4075
Si	2.018	4.7795	7.6329	0.2706	-0.623	0.6613
Si	5.5832	2.6466	8.3026	-3.4886	2.0852	2.4887
Si	7.9392	-0.0827	7.9852	0.8316	-0.3049	1.6371
Si	5.44	8.1633	8.1871	-0.4845	-1.2542	0.6308
Si	8.1297	5.0645	8.2254	-1.1945	0.8145	0.5623
Si	2.676	5.8313	11.3592	0.6167	1.8031	-3.6967
Si	2.3976	2.397	9.4897	1.7914	-1.954	-0.4299
Si	1.1885	9.6006	9.6134	4.7807	2.885	0.2758
Si	3.3169	7.1565	8.9547	-2.0756	2.5249	-0.5481
Si	7.051	3.7511	9.9142	1.4037	-0.7457	-2.1944
Si	9.1975	1.3742	9.3332	-0.3202	2.3374	1.4933
Si	6.9613	9.2803	9.5497	1.0637	-1.3964	0.6503
Si	9.0783	6.6905	9.5591	-0.8985	2.7298	-5.2589
Si	7.1994	-1.63	12.8015	0.7195	-3.2229	-2.1536
Si	12.4815	3.3453	14.1503	0.5599	-2.4058	-1.058
Si	-0.9541	9.209	16.1617	1.5124	0.0152	-0.1962
Si	6.4977	3.7336	15.4313	3.6534	-0.799	-2.4082
Si	3.5193	2.8597	11.9304	-1.037	0.1997	-0.9925
Si	16.929	4.1495	12.5942	3.526	-3.0384	-0.6139
Si	-0.9912	-2.8058	12.107	3.1116	2.9404	3.914
Si	-4.9508	-0.7914	15.4981	0.7719	4.3148	5.1279
Si	10.2456	1.085	14.3725	4.945	-2.7915	-0.3045
Si	5.0106	6.9422	12.6582	0.8933	1.7567	1.0305
Si	14.3116	2.9664	16.0551	1.7381	3.7116	0.7396
Si	1.1693	6.0158	12.9417	-1.797	0.9629	4.0284
Si	3.2363	7.1274	15.1107	3.988	0.7803	1.7041
Si	10.6441	10.5928	11.638	-4.7085	-1.4599	-1.1978
O	0.5433	-2.7214	-1.2537	0.4401	2.8511	-0.6965
O	-0.4109	4.6837	0.4629	-0.764	0.8939	-0.3653
O	2.8419	1.5593	-1.2553	-0.3842	1.5082	-1.7047
O	14.7543	3.9618	-0.2429	0.924	-0.3858	-0.3571
O	1.7491	8.5786	1.713	-1.0601	-2.256	-0.1156
O	0.8345	4.5919	-4.0876	-1.3517	2.6037	-3.0573
O	-4.6745	0.994	-2.0283	2.6678	-4.1632	-0.4029
O	6.4029	7.8434	-5.1367	-2.4064	-2.3298	-0.0382
O	6.7163	-1.3124	-0.7033	-0.4504	-1.3581	-2.4858
O	3.5692	6.1891	-1.3816	1.1297	-1.16	-0.8496
O	7.4617	2.8488	-1.425	-0.0163	2.2085	1.427
O	6.1516	5.2408	-1.7593	1.0535	-1.2556	-0.5092
O	9.1626	6.8687	-0.2383	-3.8033	2.1256	-1.1378
O	2.4432	5.9017	9.6429	0.5509	0.1009	2.5205
O	5.0906	2.9014	12.1565	1.7631	-0.4431	-0.537
O	4.155	2.4086	9.527	0.4031	0.7652	-0.9582
O	2.3335	2.0428	11.1388	1.2061	1.1897	-0.325
O	1.1401	10.8257	11.049	3.6382	-2.6764	-2.9392
O	2.4983	8.5391	9.6717	0.2155	-1.7876	0.1886
O	3.726	7.1801	11.5345	1.9818	-2.131	1.9397
O	2.1295	3.9378	15.5179	3.2865	-2.3134	2.6283
O	6.9139	4.8235	11.1869	-1.5466	-2.4461	1.7455
O	7.876	-3.0261	9.2909	-0.9085	0.8968	0.9538
O	-1.6932	1.8222	15.126	-4.5218	0.8907	0.8336
O	15.9106	3.2651	15.4043	-7.8534	-2.5105	0.5609
O	8.7506	8.6078	13.097	-2.9986	1.4702	0.2929
O	6.8856	9.6078	11.2097	0.977	1.7521	-0.2565
O	9.6039	7.3452	10.8337	-0.2083	-2.2491	0.3777
O	-0.7304	0.2621	12.9943	-0.7187	0.9727	3.903
O	10.6425	6.814	12.9366	0.5477	1.0847	-0.2969
O	11.53	2.0894	14.0578	-1.2797	-1.6024	1.004
O	6.6394	-0.7898	14.0805	0.4771	-1.5197	-1.9749
O	4.3567	-0.5644	15.8779	0.4267	-2.0219	-2.4101
O	4.6714	7.2104	14.2124	-3.2487	2.5281	2.402
O	2.0981	6.7719	14.17	-3.0504	-1.3857	-3.2986
O	16.2708	6.3292	17.9977	1.8634	0.0093	3.9705
O	2.9966	2.8358	13.4238	-1.448	-0.1095	2.6281
O	8.1646	13.443	10.1773	0.1185	-0.1687	-0.8623
O	7.0726	3.3187	13.7853	-2.7658	4.2436	0.2647
O	5.1879	-5.5022	13.0381	0.2975	0.0297	-0.7679
O	3.2605	4.4137	11.5564	0.1708	0.0756	-0.5533
O	2.3971	-0.813	17.3449	-2.4196	-0.5751	-0.5799
O	-0.309	-0.2009	15.64	0.4553	-0.2129	-2.0208
O	9.6246	11.5973	10.7502	0.7461	-2.0077	-0.1256

Results
free energy: -29563.550 eV
free energy less fixed offsets of O -463.61, Si -117.95 eV per atom: 35.390 eV
pressure: 0.36 GPa
stress xx, yy, zz, yz, xz, xy (GPa, positive in tension): 0.87, -0.03, -1.9, -1.32, -0.28, 0.37
